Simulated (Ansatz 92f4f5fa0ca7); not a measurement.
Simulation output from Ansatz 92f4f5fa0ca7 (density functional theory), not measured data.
Periodic cell of 276 atoms, Si168O108, from a study of silicon, its oxide and their interface. The atomic structure is a simulated model.
Doubt: the cutoff is low for norm-conserving oxygen, so forces and energies are approximate.
Doubt: the program's own warning below bears on the result.

Settings
functional: HSE06
potential files: SPMS norm-conserving
basis: plane waves
wave-function cutoff: 800 eV
density cutoff ratio: 4
exchange-correlation grid ratio: 1
k mesh: 1 x 1 x 1, Gamma-centred
occupations: fixed
spin: none
net charge: 0

Cell vectors (angstrom)
a	11.6015	0	0
b	0	13.3963	0
c	0	0	30.8799

Atoms: element, x, y, z (angstrom)
Si	11.5876	-0.1284	24.0904
Si	3.8403	0.0422	24.2142
Si	7.7095	0.0613	24.0234
Si	1.9181	3.3931	24.1805
Si	6.0096	3.3973	24.1986
Si	9.6201	3.3471	24.2506
Si	11.4552	6.6734	24.0864
Si	3.7462	6.642	24.2616
Si	7.6937	6.7767	24.2306
Si	2.0028	10.0326	24.1994
Si	5.7343	10.038	24.2336
Si	9.6011	10.059	24.073
Si	11.6038	2.1648	24.832
Si	3.9383	2.3131	24.8486
Si	7.7717	2.174	25.1133
Si	1.7958	5.5933	25.0125
Si	5.7637	5.6101	24.9542
Si	9.5932	5.5877	25.0166
Si	11.5712	8.9386	24.8078
Si	3.8534	8.8757	25.0527
Si	7.7124	8.9842	25.0003
Si	1.9292	12.2688	24.9893
Si	5.7969	12.3103	24.9021
Si	9.6024	12.2821	24.8743
Si	11.5936	2.1966	27.2505
Si	3.8841	2.2605	27.2615
Si	7.7411	2.1921	27.4354
Si	1.8727	5.578	27.3632
Si	5.7792	5.5787	27.3283
Si	9.6443	5.584	27.3671
Si	11.5837	8.9286	27.233
Si	3.8538	8.9029	27.3923
Si	7.7237	8.9454	27.3571
Si	1.919	12.2725	27.3466
Si	5.7964	12.2848	27.2939
Si	9.637	12.2659	27.2767
Si	1.9441	1.127	28.0869
Si	5.7758	1.1056	28.1253
Si	9.69	1.0816	28.1241
Si	11.5672	4.4246	28.1173
Si	3.8394	4.4708	28.111
Si	7.7124	4.4591	28.1267
Si	1.8895	7.8152	28.1213
Si	5.8022	7.8015	28.1339
Si	9.6686	7.8286	28.1142
Si	11.5745	11.1471	28.0913
Si	3.8653	11.1582	28.113
Si	7.7158	11.1749	28.1216
Si	1.9336	1.1164	30.4849
Si	5.8008	1.1164	30.4849
Si	9.6679	1.1164	30.4849
Si	0	4.4654	30.4849
Si	3.8672	4.4654	30.4849
Si	7.7343	4.4654	30.4849
Si	1.9336	7.8145	30.4849
Si	5.8008	7.8145	30.4849
Si	9.6679	7.8145	30.4849
Si	0	11.1635	30.4849
Si	3.8672	11.1635	30.4849
Si	7.7343	11.1635	30.4849
Si	0	0	0.3944
Si	3.8672	0	0.3944
Si	7.7343	0	0.3944
Si	1.9336	3.3491	0.3944
Si	5.8008	3.3491	0.3944
Si	9.6679	3.3491	0.3944
Si	0	6.6981	0.3944
Si	3.8672	6.6981	0.3944
Si	7.7343	6.6981	0.3944
Si	1.9336	10.0472	0.3944
Si	5.8008	10.0472	0.3944
Si	9.6679	10.0472	0.3944
Si	11.6147	-0.0205	2.7637
Si	3.8994	-0.0266	2.7609
Si	7.7478	-0.0246	2.7851
Si	1.9331	3.3415	2.7617
Si	5.7947	3.3446	2.731
Si	9.6787	3.3547	2.7688
Si	11.5896	6.6839	2.7783
Si	3.8485	6.7072	2.74
Si	7.7564	6.709	2.7713
Si	1.9226	10.0575	2.7602
Si	5.7881	10.0245	2.7715
Si	9.6304	10.0598	2.7752
Si	11.6088	2.2026	3.5465
Si	3.8749	2.211	3.5071
Si	7.7315	2.2347	3.4883
Si	1.9419	5.5795	3.5552
Si	5.7958	5.5911	3.4516
Si	9.6629	5.5755	3.633
Si	11.5732	8.9446	3.5046
Si	3.8385	8.9243	3.561
Si	7.709	8.9308	3.6213
Si	1.9603	12.2884	3.5564
Si	5.8208	12.2323	3.6039
Si	9.6933	12.2768	3.6261
Si	11.6249	2.1629	5.9171
Si	3.9073	2.1853	5.8569
Si	7.7136	2.2349	5.8241
Si	1.968	5.568	5.9267
Si	5.786	5.5746	5.7788
Si	9.6614	5.5483	6.0498
Si	11.5386	8.9664	5.8516
Si	3.7906	8.8846	5.9403
Si	7.6715	8.9082	6.0323
Si	1.9982	12.2929	5.9251
Si	5.8383	12.1691	6.0081
Si	9.7295	12.2747	6.042
Si	2.0107	1.1216	6.7431
Si	5.85	1.0382	6.6194
Si	9.6111	1.1667	6.6863
Si	11.6663	4.392	6.6324
Si	3.9353	4.4032	6.6289
Si	7.6283	4.445	6.6683
Si	1.7896	7.8144	6.6816
Si	5.6994	7.7289	6.7074
Si	9.6541	7.8378	6.7281
Si	11.73	11.1585	6.7649
Si	3.8424	11.0837	6.7711
Si	7.8255	11.1359	6.8682
O	4.1698	4.2404	8.276
O	5.5255	7.4531	8.3511
O	9.343	1.4406	8.3265
O	9.7913	8.066	8.3803
O	2.211	1.1751	8.4024
O	6.0553	0.9844	8.266
O	1.4399	7.9422	8.3204
O	0.4736	11.0973	8.4123
O	3.6242	10.9566	8.4344
O	0.3608	4.2284	8.2682
O	7.2225	4.4571	8.3028
O	7.9768	11.2299	8.5401
O	6.5829	3.4749	22.6156
O	2.3459	10.0495	22.5652
O	7.7432	0.2026	22.3422
O	11.182	6.509	22.4341
O	7.7947	6.9695	22.5728
O	0.0228	12.9438	22.4549
O	9.482	10.0033	22.4034
O	3.497	6.544	22.6145
O	5.5864	9.922	22.5794
O	9.3199	3.4015	22.6036
O	1.8008	3.5121	22.5329
O	3.7409	0.0604	22.5577
Si	8.052	10.2676	16.7041
Si	4.5089	10.9158	9.811
Si	9.0031	10.5818	20.9467
Si	5.0984	8.1131	9.7781
Si	2.6999	1.672	9.8768
Si	7.2498	6.3427	21.1699
Si	10.5362	6.8624	18.1435
Si	3.4908	10.9411	12.7546
Si	9.9138	6.0487	14.021
Si	9.831	1.5147	16.2447
Si	5.5749	0.5283	9.7412
Si	1.7074	9.6859	21.1092
Si	11.0693	4.0963	9.6134
Si	7.9581	3.5495	21.7021
Si	3.0844	6.4597	14.2833
Si	7.2862	0.8147	20.8709
Si	10.2164	1.1875	9.6824
Si	10.9062	4.3988	16.5021
Si	8.0872	5.0083	9.564
Si	1.9015	3.7421	15.2237
Si	1.5683	13.0436	12.0018
Si	7.4628	1.6031	14.0984
Si	11.5111	11.8496	9.7465
Si	5.0259	6.0283	11.9043
Si	7.9572	0.041	11.514
Si	11.5098	12.3316	20.9442
Si	11.4149	6.5389	11.4439
Si	4.0286	8.659	19.4924
Si	7.5009	4.48	12.581
Si	0.7647	1.0515	14.5513
Si	5.587	10.7538	15.0157
Si	1.634	9.0065	14.5596
Si	4.1234	6.034	21.1957
Si	4.3693	13.3536	21.0657
Si	1.7857	1.1117	19.5797
Si	3.8213	8.4849	16.3259
Si	2.7755	1.3455	16.6283
Si	8.0638	13.1843	17.9928
Si	8.1604	8.3979	18.9564
Si	8.5487	10.8353	10.0275
Si	5.8248	10.5369	21.0939
Si	10.5015	8.5458	15.6854
Si	5.5908	13.6986	16.1158
Si	2.0939	7.3465	9.688
Si	1.9998	4.0049	21.001
Si	3.3873	4.5481	9.668
Si	0.3338	6.7552	20.9971
Si	9.0526	7.8477	9.8188
O	9.3868	0.6132	17.5216
O	9.3415	0.6887	10.9502
O	0.9049	4.5009	16.256
O	2.8904	12.4656	12.7756
O	6.1149	5.2834	12.8424
O	1.0984	5.3395	20.6673
O	10.1689	4.9196	15.1544
O	5.2025	12.1751	15.6962
O	2.4728	3.269	10.0905
O	1.0487	2.6694	14.2932
O	7.8718	0.3501	13.1137
O	5.6779	7.2642	11.0453
O	3.1747	0.4045	20.0661
O	3.5334	4.5601	20.778
O	2.3721	9.9635	13.4531
O	4.2767	1.3996	10.1287
O	4.0801	8.4075	17.9046
O	4.8855	11.8312	20.7942
O	-0.0113	5.0435	10.8144
O	3.8967	6.9956	15.616
O	9.1441	9.4182	19.798
O	7.3976	3.0131	13.2768
O	5.712	5.8922	21.3611
O	7.9656	6.6362	9.6686
O	7.6925	4.278	10.9638
O	10.4017	2.9058	16.8473
O	9.504	9.7015	16.2347
O	7.3212	7.4701	20.0057
O	10.9954	2.55	10.1195
O	6.0341	1.2117	14.817
O	3.9253	6.6543	12.9092
O	8.986	7.3069	18.0924
O	11.1987	6.2749	13.0338
O	1.1182	7.4309	10.9994
O	8.3264	9.2329	10.3036
O	11.2458	7.759	16.9477
O	0.6981	10.9102	20.7464
O	6.766	0.368	17.2192
O	4.2784	0.8386	16.893
O	0.0435	9.2925	14.767
O	2.8071	9.6519	19.9122
O	6.7377	0.8577	10.8148
O	5.3963	9.3895	20.0132
O	7.8821	11.8275	11.1645
O	0.58	0.2261	13.1631
O	8.0577	4.9515	20.8562
O	10.1239	7.3835	10.9396
O	1.7907	7.4381	14.1224
O	10.1503	11.0791	10.154
O	11.2648	13.402	9.2991
O	4.4158	4.921	10.8703
O	1.1179	8.1711	21.2288
O	2.6835	4.8811	14.3678
O	10.999	0.7854	15.3854
O	9.9499	11.8939	20.612
O	7.3462	9.2356	17.7934
O	2.4017	5.7905	9.3802
O	2.9508	2.8973	16.1348
O	11.0519	7.0706	19.6678
O	8.2793	11.634	17.5603
O	2.0343	0.4997	15.4321
O	5.2837	12.3315	9.8614
O	7.1934	10.5362	15.3196
O	8.6735	5.4574	13.1492
O	7.8054	13.344	19.5924
O	4.9682	10.8276	13.4841
O	8.5766	1.7914	15.256
O	1.8492	1.2088	17.9565
O	3.6425	10.6377	11.1599
O	5.6541	0.9379	20.8624
O	10.6058	5.2832	17.8174
O	3.7871	7.1681	20.0918
O	9.6379	7.4816	14.7704
O	4.9551	9.439	15.6951
O	0.879	11.8723	11.0697
O	3.4761	8.1358	9.9694
O	7.9131	2.3054	20.6577
O	9.6128	4.6422	9.1617
O	0.5173	0.133	19.9875
O	1.6584	2.6721	20.109
O	5.5829	9.6767	9.7482
O	7.4022	10.942	20.9707
O	1.9006	0.9025	11.0431
O	2.3724	9.1794	16.0134

Results
free energy: -67414.138 eV
free energy less fixed offsets of O -447.96, Si -113.29 eV per atom: -1.738 eV
gap between the highest filled and lowest empty level on this k mesh: 1.433 eV

The program warned: the cutoff lies below the one the program advises for these potential files; the model core charge is not resolved on the grid; the forces do not sum to zero within the program's tolerance; the exchange-correlation potential is rough where the density is thin.
